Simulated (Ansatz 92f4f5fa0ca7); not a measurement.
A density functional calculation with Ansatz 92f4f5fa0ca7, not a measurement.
Periodic cell of 215 atoms, Si131O82As2, from a study of silicon, its oxide and their interface. The atomic structure is a simulated model.
Doubt: the cutoff is far below the 930 eV that the study's wrapper takes by default for these files, so forces and energies are approximate.
This geometry differs little from another in the collection (a relaxation step or a small displacement).

Settings: functional PBE; potential files Ansatz PAW; basis plane waves; wave-function cutoff 580 eV; density cutoff ratio 5; exchange-correlation grid ratio 1; k mesh 1 x 1 x 1, Gamma-centred; self-consistency stop 5e-08 eV per atom in the density residual; occupations fixed; spin none; net charge 0.

Cell vectors (angstrom)
a	10.938	0	0
b	0	10.938	0
c	0	0	31.5432

Atoms and the computed forces on them: element, x, y, z (angstrom), force x, y, z (eV/angstrom)
Si	10.4274	0.5567	24.131	-0.0169	-0.0194	0.0971
As	6.0101	10.5515	24.3176	-0.0506	0.0203	-0.0001
Si	2.118	3.275	24.0227	0.0192	0.0081	0.0439
Si	8.7406	2.3085	24.2713	0.0105	0.0074	-0.0344
Si	0.4771	5.1207	24.0722	-0.0026	-0.0044	-0.0386
Si	5.12	5.9153	24.1975	0.0218	-0.0114	-0.019
Si	3.4589	7.6779	24.1498	-0.0327	-0.0205	-0.0296
As	7.8713	8.7191	23.6249	0.1741	-0.0461	-0.0919
Si	1.2796	1.4822	25.3722	0.026	0.0237	-0.0325
Si	6.9509	1.4431	25.5585	0.0144	-0.0226	-0.0223
Si	4.0044	4.1425	25.2824	-0.0091	-0.0163	0.0037
Si	9.6835	4.1431	25.408	-0.0189	0.0018	-0.0036
Si	1.4963	6.8607	25.2959	-0.0076	-0.0001	0.0179
Si	6.886	6.9527	25.363	-0.0792	-0.0275	-0.0527
Si	4.1451	9.5298	25.4783	-0.0044	-0.0134	-0.0593
Si	9.4558	9.6502	25.2753	0.0249	0.0282	0.0041
Si	2.6941	0.0515	26.6579	0.0055	0.0252	0.0032
Si	8.2336	-0.025	26.8777	0.0037	-0.0156	0.0202
Si	0.0177	2.79	26.8725	-0.0068	-0.0164	-0.0058
Si	5.3979	2.7995	26.6861	-0.0307	-0.0045	-0.0008
Si	2.7335	5.4819	26.789	0.0053	-0.0097	0.0054
Si	8.2034	5.4998	26.6683	0.0532	0.0093	0.018
Si	-0.0127	8.2335	26.5646	-0.0117	0	0.0043
Si	5.5273	8.1915	26.8555	0.0286	0.0037	-0.0248
Si	4.0911	1.3728	28.0709	0.0073	-0.0021	-0.0021
Si	9.5828	1.397	28.1883	-0.0134	-0.0065	0.0083
Si	1.393	4.1391	28.1927	-0.022	-0.0049	0.0007
Si	6.8193	4.1322	28.0641	0.0233	0.0113	-0.0115
Si	4.0906	6.8388	28.1587	0.0227	0.0328	-0.0125
Si	9.5981	6.8529	28.0347	0.0181	-0.003	-0.0022
Si	1.3334	9.5878	28.026	0.0067	-0.0134	0.0074
Si	6.8516	9.563	28.2142	-0.0041	0.0344	0.0368
Si	0.0116	-0.0068	29.4916	-0.0082	0.0043	-0.0081
Si	5.453	0.0197	29.4929	-0.0047	-0.0078	0.0182
Si	2.7495	2.7282	29.497	-0.0107	0.0035	0.0082
Si	8.167	2.761	29.4883	0.0028	-0.0032	-0.0144
Si	-0.0138	5.4993	29.4905	0.0007	-0.004	0.0091
Si	5.4722	5.4728	29.4943	-0.0012	0.0026	-0.0107
Si	2.7011	8.2341	29.4696	0.0228	-0.031	-0.0273
Si	8.2426	8.1752	29.4965	-0.0026	0.0118	-0.002
Si	1.3673	1.3673	30.8594	0.1395	-0.0633	0.0353
Si	6.8362	1.3673	30.8594	-0.1697	0.0954	-0.0228
Si	4.1018	4.1018	30.8594	0.1493	-0.0852	0.0646
Si	9.5708	4.1018	30.8594	-0.126	0.1479	-0.1609
Si	1.3673	6.8362	30.8594	-0.0809	0.1877	-0.0855
Si	6.8362	6.8362	30.8594	0.13	-0.074	0.0425
Si	4.1018	9.5708	30.8594	-0.1621	0.1146	-0.155
Si	9.5708	9.5708	30.8594	0.123	-0.08	0.0736
Si	2.7345	0	0.6835	0.1018	-0.104	0.0516
Si	8.2035	0	0.6835	-0.1808	0.0351	-0.0553
Si	0	2.7345	0.6835	-0.1617	0.1399	-0.0392
Si	5.469	2.7345	0.6835	0.087	-0.1077	0.0449
Si	2.7345	5.469	0.6835	-0.1518	0.1236	-0.0498
Si	8.2035	5.469	0.6835	0.0931	-0.1726	0.0863
Si	0	8.2035	0.6835	0.1817	-0.1032	0.059
Si	5.469	8.2035	0.6835	-0.0223	0.1516	-0.0555
Si	4.1139	1.3516	2.0513	-0.0032	0.0059	0
Si	9.542	1.3851	2.0395	0.0031	-0.0098	-0.0027
Si	1.3305	4.135	2.0533	0.0087	-0.0088	-0.0006
Si	6.8536	4.0745	2.0519	-0.0049	0.0037	-0.0013
Si	4.0804	6.861	2.0374	0.0031	-0.0045	-0.0032
Si	9.5896	6.8177	2.0494	-0.0016	0.0067	0.0014
Si	1.3804	9.5577	2.0529	-0.0062	0.0055	0
Si	6.8276	9.5774	2.0633	0.0091	-0.0078	-0.0015
Si	-0.0342	-0.0084	3.3429	-0.0061	0.006	-0.0042
Si	5.4652	-0.0065	3.4818	0.0001	0.0019	0.0055
Si	2.7011	2.7272	3.3389	0.0021	0.0053	0.0031
Si	8.1906	2.7047	3.4879	-0.0006	-0.0034	0.0065
Si	-0.0218	5.478	3.5088	-0.0002	0.0009	0.0058
Si	5.4624	5.4765	3.3265	-0.001	0.0029	-0.0009
Si	2.7428	8.2099	3.4785	0.0016	0.0013	0.0064
Si	8.2231	8.1869	3.3775	0.0059	-0.0026	0.0042
Si	1.3039	1.3698	4.6729	0.0007	0.0013	-0.0112
Si	6.8459	1.3119	4.9037	0.0003	-0.0019	0.0073
Si	4.0712	4.122	4.6378	0.0026	0.0013	-0.0067
Si	9.5361	4.0728	4.8896	0.0006	0.0011	-0.0024
Si	1.3612	6.8789	4.8854	0.0007	0.0013	-0.0012
Si	6.8398	6.806	4.6893	0.0058	0.0032	-0.0091
Si	4.1125	9.5686	4.8902	0.0065	0.0043	0.0067
Si	9.5813	9.5682	4.7383	0.002	0.0004	0.0001
Si	2.6342	0.0514	6.1088	-0.004	-0.0032	-0.0104
Si	8.2406	-0.1219	6.2523	0.0034	-0.0023	0.0005
Si	-0.009	2.6626	6.1833	-0.0012	0.0028	0.0026
Si	5.3889	2.7769	6.0654	0.0011	0.0013	-0.0002
Si	2.765	5.4447	6.1237	-0.0029	0.0007	0.009
Si	8.1035	5.4456	6.1816	0.0021	-0.0029	-0.0033
Si	0.0085	8.3075	6.2296	0.001	-0.0057	0.0022
Si	5.5779	8.1631	6.1579	-0.0016	-0.0023	-0.0033
Si	3.4849	1.9604	7.1708	0.007	-0.0093	0.0212
Si	10.036	0.845	7.4508	0.0024	0.0002	-0.0113
Si	1.782	3.6748	7.3303	0.0046	-0.0038	0.002
Si	6.2177	4.5337	7.3812	0.0026	0.005	0.0043
Si	4.6495	6.3185	7.2525	0.0015	0.0044	-0.0061
Si	9.1839	7.1919	7.3215	-0.0025	0.002	0.0053
Si	0.906	10.1714	7.5155	0.0001	0.0013	0.0033
Si	7.4382	8.8995	7.479	-0.0129	0.0044	0.0152
O	4.5843	6.6073	8.8805	0.0027	-0.0044	0.0068
O	1.4141	4.0057	8.9192	0.0051	-0.0069	0.0042
O	9.7743	6.5434	8.7331	0.0022	-0.0006	0.0035
O	1.3247	10.139	9.145	-0.0052	-0.0003	0.0018
O	6.0773	4.2316	9.0206	-0.0025	0.012	-0.0087
O	3.7233	1.6778	8.7702	-0.0133	0.0041	-0.0205
O	7.1895	8.9997	9.1315	0.0009	-0.0105	-0.0148
O	9.6624	1.1123	9.0451	0.0002	-0.0023	0.0138
O	8.2368	2.7659	22.7783	-0.0054	-0.0035	0.0129
O	10.9305	5.6746	22.5746	-0.0325	-0.0246	0.1181
O	5.3137	0.3093	22.7939	0.0239	0.011	0.0384
O	5.476	5.4734	22.6353	-0.0148	-0.0041	0.0129
O	2.2578	2.8216	22.4336	-0.0062	0.0325	0.056
O	3.4974	7.9786	22.5154	0.0277	0.0012	0.0494
O	9.2559	8.8221	22.2377	0.0162	-0.1176	-0.4179
O	-0.1068	11.3244	22.5403	-0.0002	-0.0385	-0.0934
Si	2.2098	2.9578	12.8592	0.0031	0.0104	-0.004
Si	8.7241	1.358	10.3481	0.005	-0.0029	-0.0131
Si	1.1328	4.5507	15.305	0.0178	0.0043	-0.0054
Si	7.5702	5.6192	12.2012	0.0045	-0.007	-0.0053
Si	2.5454	8.2053	21.2144	-0.0106	0.0162	0.0131
Si	5.4535	7.8522	12.4455	-0.0019	0.0012	-0.0104
Si	9.3631	0.4853	15.4773	0.0009	-0.0003	-0.0046
Si	3.0482	0.0344	16.691	0.0133	-0.0094	0.0026
Si	10.538	1.1531	12.569	-0.0065	0.0083	-0.0225
Si	7.8292	2.8467	21.2181	0.0308	0.0553	0.0299
Si	9.1868	8.8184	14.4445	0.0048	-0.0046	-0.0092
Si	1.51	4.7777	10.3513	-0.0059	0.0088	-0.0099
Si	4.586	9.5069	19.1684	0.0335	-0.0222	0.0333
Si	11.2279	6.1044	21.0195	0.044	-0.0638	0.0766
Si	6.7074	10.5182	14.833	-0.0158	-0.0078	-0.0115
Si	5.4345	0.7809	21.2383	0.0673	-0.0372	-0.0437
Si	2.3787	9.8269	10.3647	0.0075	-0.0001	-0.0171
Si	0.6092	10.6804	21.2263	0.0544	0.0844	0.0875
Si	5.9477	5.3558	21.0896	-0.006	0.0194	0.0108
Si	3.6634	7.1032	10.1026	0.0082	0.0159	-0.0197
Si	9.1048	5.7281	14.8348	-0.012	-0.0026	-0.0078
Si	3.6998	4.2427	19.0574	-0.0161	-0.0164	0.0057
Si	10.1392	3.6555	19.3435	0.0128	-0.0022	0.0262
Si	4.3379	8.7584	15.3374	0.0066	-0.0173	0.0016
Si	0.5566	1.9627	17.1507	-0.0073	0.0282	0.0215
Si	6.975	7.6141	19.2387	-0.0332	-0.0286	0.0015
Si	5.3593	3.7295	16.7407	0.0043	-0.003	-0.0048
Si	7.9013	5.0449	17.5548	0.0042	-0.0034	0.0096
Si	6.6939	9.9754	10.3411	0.0148	-0.0006	-0.011
Si	4.4176	1.08	10.0824	0.0084	-0.0055	-0.0015
Si	0.0121	9.0904	11.8861	0.0075	-0.0035	-0.0186
Si	9.5048	8.6798	20.6305	-0.138	-0.0137	0.4379
Si	4.6499	1.7481	14.5931	0.0096	0.0067	-0.003
Si	2.5886	2.1912	20.969	-0.0398	0.0172	-0.0652
Si	6.3603	3.3771	10.3791	-0.0233	-0.0066	-0.007
Si	3.5092	6.0089	16.6725	-0.007	-0.0064	0.0026
Si	9.9189	6.5314	10.3474	-0.0008	0.0091	-0.0155
O	0.1944	2.5993	18.6008	0.0064	-0.0249	-0.0442
O	3.0265	9.7404	15.5811	-0.0059	0.011	0.0049
O	11.0497	4.7354	20.1585	0.0139	-0.0634	-0.0271
O	7.6425	2.4878	9.95	0.0029	-0.0117	-0.0088
O	10.9591	5.3344	10.7953	-0.0002	-0.0015	0.0108
O	6.6372	6.8023	12.8374	0.0025	0.0001	0.011
O	10.3766	8.0519	10.7694	-0.0043	-0.0047	0.0093
O	7.7411	9.5229	13.9699	0.0058	-0.0001	0.0072
O	8.4518	6.2169	10.9713	0.0098	0.0064	0.0051
O	5.3777	10.4459	20.236	0.0004	0.0233	-0.0052
O	2.2207	3.7238	11.3991	-0.0011	-0.0031	0.0106
O	8.18	8.6442	19.6463	0.1397	-0.0173	0.1741
O	6.4488	6.8225	20.5797	0.0084	0.0186	-0.0244
O	5.589	2.8382	15.3887	-0.0037	-0.0069	0.0031
O	1.5534	0.9557	20.6185	-0.0164	-0.0017	-0.025
O	6.0738	9.1174	11.5905	0.0029	-0.0066	0.0204
O	4.7635	5.1217	16.1273	-0.0075	0.002	0.0067
O	6.6997	3.9475	17.6489	0.0027	-0.0019	0.0013
O	10.5469	10.6619	11.7758	0.0019	-0.0033	0.0109
O	5.6775	0.5853	13.9934	0.0006	0	0.0052
O	8.1489	5.0972	15.9608	0.0083	0.0073	-0.0111
O	9.8074	9.8406	15.5667	0.0028	0.0018	0.0049
O	-0.3126	5.2386	15.0857	0.0056	-0.0037	0.0045
O	1.7806	6.7855	20.9153	0.0577	-0.0096	-0.0128
O	1.6291	0.7091	17.1821	-0.007	-0.004	0.0022
O	6.7902	1.6313	20.8998	-0.0672	-0.043	-0.0085
O	1.1038	1.7464	12.7816	0.0062	0.0057	0.0082
O	3.2275	5.6089	18.2504	-0.0022	0.0098	-0.0333
O	9.611	2.0322	11.5542	0.007	0	0.018
O	1.0886	3.1969	16.2177	-0.0038	-0.016	0.007
O	8.5969	5.1752	13.3875	0.0057	0.0019	0.0063
O	10.3344	8.5868	13.3012	-0.0008	-0.0016	0.0076
O	1.5591	9.4248	21.6635	0.0731	-0.0537	0.0263
O	10.4467	10.0032	20.1984	-0.1585	-0.1295	0.04
O	3.2309	0.2209	10.851	-0.0003	-0.0077	0.0059
O	5.1275	2.3661	10.8302	0.0118	0.0123	0.0112
O	1.7338	4.1291	13.865	-0.0025	-0.0094	0.0129
O	7.9344	10.9299	10.8279	0.0099	-0.0018	0.0126
O	9.2367	4.4954	18.2847	-0.0198	0.0115	-0.0168
O	5.7297	9.5611	15.7496	0.0045	0.0042	-0.0033
O	5.5665	0.0053	9.6742	-0.012	0.0022	0.0168
O	3.6532	2.3405	13.4086	-0.0027	-0.0025	0.0034
O	2.1072	5.7055	15.9042	0.0005	-0.0122	0.0056
O	9.7947	1.0643	14.0096	-0.0044	-0.0025	0.0121
O	4.4268	6.9959	11.5229	0.0042	-0.0011	0.0116
O	4.7463	4.7678	20.1794	0.0096	-0.0007	0.0162
O	10.0758	1.3741	16.6072	0.0031	0.0038	0.0013
O	6.6722	4.3668	11.646	0.0003	0.0067	0.0162
O	5.7305	8.4756	18.6085	-0.0124	0.0029	-0.013
O	9.1788	2.7508	20.3119	-0.0034	-0.0076	-0.0116
O	3.7583	1.2167	15.8419	-0.0088	-0.0133	0.0007
O	4.2969	3.2211	17.8995	-0.0001	-0.0028	0.0042
O	10.2172	7.2082	20.4054	-0.2503	0.3603	-0.1387
O	3.3637	8.673	9.7754	-0.0016	-0.0034	0.0097
O	3.9975	7.5266	16.3501	-0.0012	-0.011	-0.0029
O	7.7311	0.5369	15.6925	0.0043	-0.0008	0.0033
O	8.9386	7.3388	15.0295	0.0046	-0.0047	0.0047
O	4.1287	1.6927	20.9657	0.0201	0.0129	-0.0317
O	1.6389	9.1593	11.6786	-0.0013	-0.0013	0.0147
O	2.3533	6.1605	10.1879	-0.0054	-0.0042	0.0021
O	7.4692	6.5065	18.1391	-0.0084	-0.0002	0.0082
O	7.1938	4.3195	20.9529	0.0318	-0.0126	-0.0092
O	4.6014	8.3249	13.7701	-0.003	0.0003	0.0128
O	3.417	8.6362	19.9126	-0.0103	-0.0099	-0.0065
O	2.55	3.3851	19.8406	0.0028	-0.0086	-0.0084
O	3.8776	10.4211	18.0015	-0.016	0.0181	-0.0217

Results
free energy: -139623.802 eV
free energy less fixed offsets of As -4856.12, O -568.88, Si -635.61 eV per atom: 1.508 eV

The program warned: the cutoff lies below the one the program advises for these potential files; the exchange-correlation potential is rough where the density is thin.
